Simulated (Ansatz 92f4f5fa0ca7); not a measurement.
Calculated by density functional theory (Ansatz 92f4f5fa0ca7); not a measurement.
Periodic cell of 256 atoms, Si134O86H32N4, with a vacuum gap, from a study of silicon, its oxide and their interface. The atomic structure is a simulated model.

Settings: functional r2SCAN; potential files Ansatz PAW; basis plane waves; wave-function cutoff 800 eV; density cutoff ratio 5; exchange-correlation grid ratio 1; k mesh 1 x 1 x 1, shifted by 0.5 0.5 0 of a step; self-consistency stop 1e-11 eV per atom in the density residual; occupations fixed; spin none; net charge 0; applied field sawtooth along c, amplitude +0.015 V/angstrom in the program's sign convention, ramp centred at 0.9887 of c and 0.0226 of c wide, no dipole correction.

Cell vectors (angstrom)
a, 10.88, 0, 0
b, 0, 10.88, 0
c, 0, 0, 44.172

Atoms: element, x, y, z (angstrom)
Si, 0.3144, -0.5011, 30.5173
Si, 2.488, 3.1002, 30.1257
Si, 0.2098, 5.2738, 30.4206
Si, 2.6709, 8.3139, 30.7945
Si, 5.8751, -0.4379, 30.4731
Si, 8.0233, 2.6958, 30.8269
Si, 4.8678, 6.15, 30.294
Si, 8.1185, 8.5241, 30.5701
Si, 1.4247, 1.378, 31.515
Si, 3.9827, 4.2787, 31.6024
Si, 1.3321, 6.7595, 31.8938
Si, 4.2146, 9.5682, 32.0164
Si, 6.6366, 1.2963, 31.9579
Si, 9.5515, 4.1298, 31.8147
Si, 6.667, 7.0046, 31.6905
Si, 9.6565, 9.442, 32.038
Si, 0.045, 2.6693, 33.0593
Si, 2.7668, 0.1545, 33.1113
Si, 0.0523, 8.0758, 33.3432
Si, 2.6783, 5.3908, 33.2059
Si, 5.3143, 2.8586, 33.0829
Si, 8.1424, -0.0467, 33.2356
Si, 5.4395, 8.1323, 33.3371
Si, 8.1061, 5.5524, 33.0436
Si, 1.3276, 4.0171, 34.5241
Si, 4.0446, 1.4896, 34.5344
Si, 1.4395, 9.571, 34.4974
Si, 4.049, 6.7399, 34.5782
Si, 6.7821, 4.1391, 34.4262
Si, 9.535, 1.3664, 34.4823
Si, 6.8209, 9.5029, 34.6311
Si, 9.4629, 6.771, 34.5735
Si, 0.0154, 0.0005, 35.8532
Si, 2.6899, 2.7454, 35.9418
Si, -0.0311, 5.3952, 35.8818
Si, 2.7365, 8.1804, 35.8849
Si, 5.4279, 0.06, 35.8695
Si, 8.1569, 2.7532, 35.8011
Si, 5.4479, 5.4177, 35.8967
Si, 8.1735, 8.1479, 35.9637
Si, 1.3508, 1.3432, 37.2494
Si, 4.0849, 4.0822, 37.2688
Si, 1.349, 6.806, 37.2157
Si, 4.0993, 9.5273, 37.2318
Si, 6.8228, 1.3971, 37.2141
Si, 9.4997, 4.0494, 37.2367
Si, 6.7915, 6.784, 37.2651
Si, 9.5584, 9.5285, 37.2543
Si, -0.0064, 2.7004, 6.9309
Si, 2.7207, -0.0231, 6.9164
Si, 0.0136, 8.1538, 6.9456
Si, 2.7316, 5.4685, 6.9292
Si, 5.4518, 2.72, 6.9389
Si, 8.1823, 0.0178, 6.9171
Si, 5.4481, 8.165, 6.9385
Si, 8.1471, 5.4111, 6.9234
Si, 1.3669, 4.0824, 8.2578
Si, 4.0981, 1.3175, 8.2572
Si, 1.393, 9.5057, 8.3037
Si, 4.1155, 6.7897, 8.315
Si, 6.7916, 4.0895, 8.3098
Si, 9.5452, 1.3435, 8.3109
Si, 6.8104, 9.5348, 8.273
Si, 9.4997, 6.7779, 8.2558
Si, 0.0355, -0.0233, 9.6788
Si, 2.7477, 2.6952, 9.5739
Si, -0.0162, 5.4316, 9.6047
Si, 2.7827, 8.1669, 9.6505
Si, 5.4539, -0.004, 9.6594
Si, 8.1583, 2.7177, 9.6193
Si, 5.4632, 5.435, 9.732
Si, 8.1233, 8.1183, 9.6061
Si, 1.4328, 1.3878, 10.9942
Si, 4.1045, 3.9644, 10.9974
Si, 1.381, 6.7888, 10.9064
Si, 4.1441, 9.4997, 11.0551
Si, 6.8173, 1.3788, 10.9923
Si, 9.491, 4.082, 10.9649
Si, 6.8126, 6.8429, 11.1107
Si, 9.5018, 9.4333, 10.9314
Si, -0.0201, 2.731, 12.2867
Si, 2.8349, 0.0445, 12.3702
Si, 0.0312, 8.124, 12.2775
Si, 2.6713, 5.3462, 12.2102
Si, 5.5039, 2.6786, 12.4682
Si, 8.1522, -0.0635, 12.2493
Si, 5.4658, 8.2126, 12.5662
Si, 8.225, 5.4491, 12.4145
Si, 1.1193, 4.2553, 13.6278
Si, 4.4344, 1.059, 13.8261
Si, 1.1397, 9.7921, 13.4776
Si, 4.1745, 6.4817, 13.5445
Si, 6.5857, 4.378, 13.7209
Si, 9.722, 1.0913, 13.4923
Si, 6.7705, 9.7959, 13.8571
Si, 9.8689, 6.5558, 13.6965
Si, -1.964, 0.1751, 26.156
Si, -1.9478, 8.5533, 15.9482
Si, 2.1709, 7.0142, 18.2511
Si, 10.4846, 0.307, 20.2441
Si, 9.0815, 12.6316, 16.4183
Si, 5.03, 7.4119, 18.2467
Si, 7.7636, 11.5032, 18.7668
Si, 3.7582, 1.7974, 20.1077
Si, -0.2178, -4.5892, 20.1299
Si, -4.7083, 3.1427, 19.185
Si, -5.1918, 2.9777, 21.9934
Si, 1.0492, 1.1824, 17.5843
Si, 7.9006, -2.466, 23.2993
Si, 12.4322, 3.8734, 21.1077
Si, 0.9405, 0.985, 25.4938
Si, 5.326, -1.8296, 24.3845
Si, -0.2493, -8.7212, 22.8552
Si, 14.1063, -8.6197, 27.0605
Si, 3.6424, 16.5489, 16.3015
Si, 11.984, 9.3134, 16.3453
Si, 4.4656, -2.2714, 28.4875
Si, 7.5101, 4.2835, 16.771
Si, 7.8022, -8.6484, 24.0875
Si, 10.61, -2.123, 21.9876
Si, 6.7524, -6.4875, 28.7841
Si, -1.4292, -2.9325, 25.674
Si, 8.0507, -4.038, 18.2679
Si, 15.8888, -0.8952, 19.2894
Si, 14.8185, 5.3295, 22.5445
Si, 13.7557, 2.8572, 15.8887
Si, 1.2987, -1.9746, 24.7027
Si, 8.6334, -10.6424, 29.1195
Si, -1.7488, 6.4633, 28.4108
Si, 3.3268, -0.624, 26.3422
Si, 5.9512, -7.2433, 26.2505
Si, 5.3415, -2.8333, 21.8137
Si, 5.1267, 6.1895, 27.3077
Si, 3.6465, 6.8229, 25.0965
O, -2.1851, 1.7667, 29.6645
O, 1.5411, -1.5425, 30.0904
O, 1.2757, 4.1662, 29.8804
O, 3.0191, 2.7833, 28.5917
N, 1.8147, -0.5094, 25.4942
O, -0.3488, 5.9731, 29.0527
O, 9.2478, 2.736, 23.5109
N, 3.8387, 7.5226, 29.7099
O, 3.6396, -4.6346, 26.6169
O, 5.1168, -3.3655, 24.9023
O, 6.8719, 3.7121, 30.2267
O, 5.0589, -0.883, 29.097
O, 5.9764, 5.2749, 26.255
O, 8.6468, 7.7401, 29.2499
O, 0.0765, 5.4114, 14.171
O, 1.7117, 3.4368, 14.9136
O, 3.6986, 1.6624, 15.1605
O, 0.7688, 3.3247, 22.4081
O, 1.6998, 9.1256, 14.857
O, 0.0222, 10.9173, 13.9366
O, 3.3147, 6.4987, 14.9468
O, 5.4167, 5.4889, 13.9002
O, 6.9843, 4.0647, 15.2685
O, 4.9179, 6.4691, 16.9265
O, 10.3504, -1.5773, 16.2495
O, 7.7581, 9.3537, 15.1192
O, 5.6087, 10.8817, 14.3371
O, 8.6958, 14.0985, 16.9415
O, 9.2777, 7.2471, 15.0497
O, 0.8184, -1.8303, 23.1589
O, 4.8678, -1.8547, 17.9697
O, -0.5519, 1.2757, 21.5315
O, -0.2559, 1.6, 16.7725
O, 8.1505, 11.537, 17.187
O, 9.1883, 17.311, 19.393
O, 7.4104, 2.1156, 19.2397
O, 8.9159, 12.4887, 14.8234
O, 3.8216, 11.0867, 19.6278
O, 10.6034, 7.1961, 21.4954
O, 8.108, 11.7601, 24.9332
O, -1.7575, -1.7124, 22.5344
O, 4.5727, 12.7709, 21.5163
O, 0.9234, 6.9629, 19.2303
O, -2.4813, 8.1999, 17.4447
O, 6.9571, -7.6823, 25.078
O, -5.7318, 8.8713, 20.4564
O, 10.9925, -1.1479, 20.7489
O, -4.5072, 4.0816, 17.9068
O, 3.6073, 7.109, 19.0367
O, 3.3522, -5.1904, 24.0042
O, 11.4322, -9.5845, 23.9555
O, 3.9187, -6.7968, 16.1153
O, 15.8685, -6.7461, 22.874
O, -4.6594, 3.7894, 20.6751
O, 17.4858, 3.2185, 27.6773
O, 1.8363, 2.1789, 26.1799
O, 5.5714, 7.7358, 27.6492
O, 4.6196, -4.2745, 21.8238
O, -6.2062, -1.8312, 22.904
N, 7.5339, -11.6875, 29.9967
O, 0.6249, 0.9269, 19.1375
O, 3.6527, 0.7164, 27.1706
O, 15.4875, -0.7767, 25.3459
O, 6.9159, -3.1182, 22.1795
O, 11.252, 4.7615, 20.351
O, 12.4915, -0.1735, 16.9554
O, 13.2304, 5.7204, 17.2889
O, -1.9007, -12.2979, 25.9482
O, -4.0603, 2.1364, 22.7906
O, 4.6799, 2.5348, 18.9909
O, 6.4473, -0.2124, 19.1044
O, 2.1944, 2.3054, 17.2712
O, 13.6209, -6.0175, 21.5705
O, 6.5215, -3.8454, 18.8616
O, 11.0381, -2.8339, 25.4459
O, -0.477, 0.8211, 26.2676
N, 5.357, -5.4911, 28.8045
O, 3.3123, -1.825, 27.4345
O, 2.3393, -8.254, 20.322
O, 15.286, -7.7993, 26.2629
O, -2.2488, -3.4647, 24.3646
O, 8.0973, -5.1456, 17.0941
O, 9.0286, 0.0815, 19.5896
O, 12.7029, 8.231, 17.2707
O, 9.2358, -3.9713, 26.8741
O, 8.0965, 5.2391, 28.5057
O, -0.6983, -11.1874, 29.2188
O, 13.4927, -2.8754, 24.8261
O, 17.7827, -1.5186, 24.1808
O, 8.1777, 0.3718, 27.5751
H, 2.1737, 0.5225, 38.1818
H, 0.529, 2.165, 38.1818
H, 3.273, 4.9138, 38.2012
H, 4.9081, 3.2618, 38.2012
H, 2.1843, 5.998, 38.1481
H, 0.531, 7.6316, 38.1481
H, 4.917, 8.7014, 38.1643
H, 3.2628, 10.3341, 38.1643
H, 7.6387, 0.5694, 38.1465
H, 5.9865, 2.2041, 38.1465
H, 8.6807, 4.8739, 38.1691
H, 10.329, 3.2351, 38.1691
H, 5.9811, 7.6171, 38.1976
H, 7.608, 5.957, 38.1976
H, 8.7346, 10.3483, 38.1867
H, 10.3681, 8.6948, 38.1867
H, -0.8357, 3.5147, 5.9985
H, 0.8154, 1.8786, 5.9985
H, 3.5572, -0.8299, 5.9839
H, 1.8978, 0.7976, 5.9839
H, -0.7961, 8.9875, 6.0132
H, 0.8316, 7.3282, 6.0132
H, 3.5434, 4.6368, 5.9967
H, 1.8963, 6.2765, 5.9967
H, 6.2881, 1.913, 6.0065
H, 4.6286, 3.5404, 6.0065
H, 9.0061, -0.8019, 5.9847
H, 7.3665, 0.8456, 5.9847
H, 4.6304, 8.9909, 6.0061
H, 6.2585, 7.3319, 6.0061
H, 8.9661, 4.5866, 5.9909
H, 7.3305, 6.2381, 5.9909

Results
free energy: -136808.166 eV
free energy less fixed offsets of H -15.71, N -386.36, O -570.45, Si -639.56 eV per atom: -0.266 eV

Forces (eV/angstrom), in the order of the atoms: element, x, y, z
Si, -0.0043, 0.0057, 0.0187
Si, -0.0024, 0.0069, 0.04
Si, -0.0023, 0.0052, 0.0212
Si, 0.0042, 0.0045, 0.0066
Si, 0.0114, 0.0161, 0.0361
Si, -0.0003, 0.0021, 0.0132
Si, 0.0079, 0.0004, 0.0335
Si, -0.0018, 0.0115, 0.0246
Si, -0.0066, -0.0045, -0.0099
Si, 0.0023, 0.0065, -0.0109
Si, 0.0046, 0.0005, -0.0138
Si, -0.0019, -0.0119, -0.0164
Si, 0.0097, 0.0057, -0.0083
Si, -0.0078, -0.0064, -0.019
Si, -0.0035, -0.0008, -0.0124
Si, 0.0046, 0.0034, -0.0087
Si, 0.0042, 0.0009, 0.0097
Si, 0.0055, 0.0078, 0.0133
Si, -0.0213, 0.0053, 0.0104
Si, -0.0044, -0.006, 0.0041
Si, -0.0003, -0.0106, 0.006
Si, -0.0114, -0.0172, 0.0073
Si, 0.0062, 0.0033, 0.0065
Si, 0.0115, 0.0212, 0.0101
Si, -0.0008, 0.005, 0.0267
Si, 0.008, -0.0112, 0.0181
Si, -0.0027, -0.0078, 0.0256
Si, 0.0168, 0.0212, 0.0203
Si, -0.0126, -0.008, 0.0328
Si, 0.0102, 0.0008, 0.0181
Si, -0.0027, -0.0019, 0.0053
Si, -0.0066, -0.0061, 0.0087
Si, -0.0085, 0.0112, 0.1845
Si, 0.0024, -0.0109, 0.1825
Si, 0.0032, 0.0179, 0.1587
Si, -0.0092, -0.0102, 0.1787
Si, -0.0094, 0.0107, 0.1438
Si, -0.0174, -0.0032, 0.1805
Si, 0.0101, -0.0071, 0.2032
Si, -0.0045, 0.0124, 0.1709
Si, 0.0049, 0.068, 0.3837
Si, -0.0184, 0.0057, 0.4018
Si, -0.0743, 0.0011, 0.1366
Si, -0.0078, 0.1393, 0.3117
Si, -0.1335, -0.0167, 0.1234
Si, 0.0264, 0.1195, 0.2887
Si, 0.0387, -0.0218, 0.4565
Si, -0.0496, -0.058, 0.3382
Si, 0.161, 0.0537, -0.3093
Si, 0.0853, 0.0154, -0.3846
Si, -0.0656, -0.0016, -0.2505
Si, 0.0257, -0.1582, -0.2369
Si, -0.0683, 0.0023, -0.2779
Si, 0.0302, -0.1337, -0.1894
Si, 0.0566, -0.0537, -0.2846
Si, -0.0008, 0.0697, -0.4205
Si, 0.0251, -0.0262, -0.1637
Si, -0.0285, 0.0287, -0.1759
Si, -0.0326, 0.0088, -0.182
Si, 0.0572, -0.0383, -0.1906
Si, -0.0151, 0.0021, -0.189
Si, 0.0088, -0.0135, -0.1846
Si, 0.0079, -0.0061, -0.1752
Si, 0.0044, 0.0089, -0.1739
Si, 0.014, 0.0129, -0.0159
Si, -0.0108, 0.0031, 0.0016
Si, -0.0053, -0.009, -0.0103
Si, -0.0131, -0.0046, -0.0222
Si, 0.0065, 0.003, -0.0264
Si, 0.0055, 0.004, -0.0206
Si, -0.0135, -0.0031, -0.0262
Si, -0.0004, -0.0018, -0.0051
Si, 0.0073, 0.0148, -0.0078
Si, -0.0057, -0.0149, -0.0057
Si, -0.0081, -0.0041, -0.0088
Si, -0.005, 0.0069, -0.0099
Si, -0.0061, -0.0049, -0.0058
Si, 0.0127, 0.0005, -0.0061
Si, 0.017, 0.0033, -0.0102
Si, -0.009, -0.01, -0.0135
Si, -0.0028, -0.0046, 0.0111
Si, -0.0121, -0.0015, 0.0129
Si, 0.0052, 0.0071, 0.0124
Si, 0.0063, 0.0039, 0.0069
Si, 0.0031, 0.0112, 0.012
Si, 0.0037, 0.0027, 0.0154
Si, 0.0013, -0.0041, 0.0093
Si, -0.0015, 0.0005, 0.0126
Si, -0.0023, -0.0079, 0.0061
Si, -0.0037, 0.0057, 0.0157
Si, 0.0055, -0.0032, 0.0153
Si, -0.0165, -0.0119, 0.0115
Si, -0.0014, -0.0174, 0.0064
Si, -0.0002, 0.0083, 0.0146
Si, 0.0047, -0.0012, 0.0053
Si, -0.0077, -0.0005, 0.0003
Si, -0.0037, -0.0029, 0.0553
Si, 0.0058, 0.0007, 0.043
Si, -0.0029, 0.0018, 0.0412
Si, 0.0004, -0.0025, 0.0466
Si, -0.0008, -0.0027, 0.0588
Si, -0.0004, 0.0118, 0.0358
Si, -0.0026, -0.0018, 0.035
Si, 0.0001, 0.004, 0.03
Si, 0.0034, 0, 0.0332
Si, -0.0059, -0.0038, 0.0391
Si, 0.0086, -0.0015, 0.0446
Si, -0.0057, -0.0046, 0.0354
Si, 0.0028, -0.0017, 0.0467
Si, 0.001, 0.0017, 0.0371
Si, 0.0064, -0.0007, 0.0399
Si, -0.0063, 0.0021, 0.045
Si, -0.0024, -0.0054, 0.0521
Si, 0.0026, 0.006, 0.0425
Si, 0.0035, 0.0031, 0.0396
Si, 0.0036, -0.0004, 0.0312
Si, 0.0068, -0.001, 0.0463
Si, 0.0005, 0.0022, 0.0388
Si, -0.0026, -0.0014, 0.0485
Si, 0.001, 0.0073, 0.0458
Si, 0.0029, 0.003, 0.0393
Si, -0.002, -0.0028, 0.045
Si, 0.0002, 0.0007, 0.0411
Si, -0.0008, -0.0066, 0.0355
Si, 0.0012, 0.0064, 0.0462
Si, -0.0014, 0.0033, 0.0289
Si, 0.0061, 0.0023, 0.0421
Si, -0.0009, -0.0046, 0.0535
Si, -0.004, 0.0003, 0.0466
Si, 0.0024, -0.0014, 0.0453
Si, -0.0041, 0.0074, 0.0512
Si, 0.003, -0.0015, 0.0493
Si, 0.0107, -0.0055, 0.0515
Si, 0.0026, 0.0029, 0.0473
O, 0.0059, -0.0074, -0.017
O, -0.0011, -0.0007, -0.0096
O, 0.0007, -0.0062, -0.0076
O, 0.0029, -0.0046, -0.0309
N, -0.007, -0.0036, -0.0185
O, -0.0011, 0.003, -0.0181
O, 0.011, 0.0014, -0.0209
N, 0.0026, -0.003, -0.0178
O, -0.0081, 0.0033, -0.0305
O, 0.0042, 0.0047, -0.0177
O, -0.0083, 0.0076, -0.0238
O, -0.0057, -0.0031, -0.0224
O, 0.0015, -0.0026, -0.0183
O, 0.0081, -0.0121, -0.021
O, 0.0016, 0.0068, -0.0032
O, -0.0067, 0.0075, -0.0237
O, 0.0082, -0.0102, -0.0242
O, 0.0097, 0.0083, -0.0237
O, 0, 0.0014, -0.0255
O, -0.0003, -0.0017, -0.0143
O, 0.0032, 0.0092, -0.028
O, 0.0132, 0.0172, -0.0029
O, -0.0066, -0.0016, -0.0281
O, -0.0027, -0.0084, -0.0206
O, -0.0054, -0.0015, -0.01
O, -0.017, 0.0062, -0.0284
O, 0.004, -0.0073, -0.0144
O, 0.0015, -0.0016, -0.0111
O, 0.0031, -0.0102, -0.0262
O, -0.0123, -0.0013, -0.0347
O, -0.0017, -0.0041, -0.0109
O, -0.0005, -0.0088, -0.0289
O, -0.0039, 0.0017, -0.0164
O, 0.0057, 0.0032, -0.0204
O, -0.0108, 0.0016, -0.0181
O, 0.004, -0.0019, -0.0103
O, 0.0027, -0.0044, -0.0144
O, 0.0003, -0.003, -0.0133
O, 0.001, -0.0134, -0.0263
O, -0.0057, 0.0101, -0.026
O, 0.0093, 0.0023, -0.0204
O, -0.007, -0.0046, -0.0199
O, 0.0104, 0.0037, -0.0192
O, 0.0029, 0.01, -0.0259
O, 0.013, -0.0082, -0.0287
O, -0.0023, 0.0075, -0.0307
O, 0.0014, 0.0084, -0.0209
O, 0.0072, 0.0061, -0.02
O, -0.0008, -0.0015, -0.0128
O, 0.0013, -0.0111, -0.0285
O, -0.0087, 0.0094, -0.0353
O, -0.0004, -0.0048, -0.0169
O, 0.001, -0.0039, -0.0163
O, 0.0033, 0.0023, -0.0283
O, -0.0037, -0.0077, -0.0254
O, -0.0098, -0.0055, -0.0166
O, 0.0008, -0.0008, -0.021
O, 0.0022, 0.0015, -0.0242
O, 0.0005, -0.004, -0.029
N, -0.012, -0.0114, -0.0271
O, 0.0078, 0.0049, -0.0264
O, -0.0013, -0.0046, -0.0115
O, 0.0123, -0.0062, -0.0244
O, -0.0075, -0.0038, -0.026
O, -0.0044, 0.0056, -0.008
O, -0.0001, -0.0046, -0.0154
O, 0.005, -0.0049, -0.0171
O, 0.0005, -0.0055, -0.0135
O, -0.012, 0.0028, -0.0272
O, 0.0045, 0.0024, -0.0161
O, 0.0055, 0.0023, -0.0125
O, 0.0062, 0.0061, -0.0225
O, -0.007, -0.0056, -0.0189
O, 0.0033, -0.0012, -0.011
O, 0.0075, 0.0025, -0.0191
O, 0.0074, 0.0011, -0.0213
N, 0.0002, -0.0019, -0.0345
O, -0.0073, 0.0087, -0.0268
O, 0.0035, -0.007, -0.0152
O, 0.0024, -0.0008, -0.0101
O, -0.0088, 0.0018, -0.026
O, -0.0002, 0.0005, -0.0136
O, -0.0087, 0.0011, -0.0123
O, -0.0035, 0.0076, -0.017
O, 0.003, 0.0139, -0.0353
O, 0.0008, 0.0011, -0.0121
O, -0.002, 0.0012, -0.0192
O, -0.002, -0.0009, -0.0126
O, 0.0057, -0.0026, -0.0106
O, 0.0036, 0.0011, -0.0377
H, -0.324, 0.261, -0.2694
H, 0.2691, -0.3466, -0.2422
H, 0.3461, -0.2223, -0.2377
H, -0.3655, 0.2616, -0.2365
H, -0.2696, 0.2621, -0.3084
H, 0.2796, -0.3971, -0.2717
H, -0.214, 0.3814, -0.3026
H, 0.2923, -0.3071, -0.2562
H, -0.2163, 0.2909, -0.3263
H, 0.3965, -0.2301, -0.2753
H, 0.2787, -0.3104, -0.2776
H, -0.3856, 0.1935, -0.2943
H, 0.2544, -0.365, -0.2512
H, -0.3254, 0.2775, -0.2394
H, 0.2997, -0.2274, -0.2715
H, -0.2602, 0.4246, -0.2398
H, 0.2865, -0.3149, 0.2769
H, -0.3091, 0.2834, 0.2588
H, -0.3803, 0.2646, 0.2347
H, 0.2862, -0.2859, 0.2768
H, 0.3117, -0.2555, 0.2764
H, -0.341, 0.3279, 0.2606
H, -0.2532, 0.3012, 0.2519
H, 0.3934, -0.2589, 0.2728
H, -0.2689, 0.3551, 0.2639
H, 0.2502, -0.3058, 0.2624
H, -0.2944, 0.2839, 0.2548
H, 0.3189, -0.2812, 0.2872
H, 0.2549, -0.3685, 0.277
H, -0.2509, 0.3266, 0.2586
H, -0.3397, 0.2701, 0.2615
H, 0.2673, -0.3159, 0.2444

The program warned: the cutoff lies below the one the program advises for these potential files; the forces do not sum to zero within the program's tolerance; empty levels may hold ghost states of the PAW files; the exchange-correlation potential is rough where the density is thin.
